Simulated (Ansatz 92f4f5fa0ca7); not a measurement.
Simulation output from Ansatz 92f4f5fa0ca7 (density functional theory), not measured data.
Periodic cell of 228 atoms, Si140O88, from a study of silicon, its oxide and their interface. The atomic structure is a simulated model.
This geometry differs little from another in the collection (a relaxation step or a small displacement).

Settings
functional: r2SCAN
potential files: Ansatz PAW
basis: plane waves
wave-function cutoff: 800 eV
density cutoff ratio: 5
exchange-correlation grid ratio: 1
k mesh: 1 x 1 x 1, shifted by 0.5 0.5 0 of a step
self-consistency stop: 1e-10 eV per atom in the density residual
occupations: fixed
spin: none
net charge: 0

Cell vectors (angstrom)
a  10.888  0  0
b  0  10.888  0
c  0  0  33.0686

Atoms and the computed forces on them: element, x, y, z (angstrom), force x, y, z (eV/angstrom)
Si  -1.4912  0.7819  -4.1945  -0.0057  0.006  -0.0186
Si  0.3245  2.524  0.0381  -0.0066  0.027  -0.0074
Si  4.3341  8.7335  -0.63  0.007  0.0205  -0.0372
Si  2.8812  6.8466  -2.572  -0.0068  0.0032  -0.0359
Si  5.2061  3.4156  -1.2029  -0.0068  0.0107  -0.0216
Si  7.295  1.8301  1.2223  0.0187  0.0052  0.0058
Si  6.1485  7.8967  0.7504  -0.0038  0.0059  0.0051
Si  8.1011  9.0028  -0.0232  -0.0155  -0.0264  -0.0227
Si  2.8744  5.5851  2.6467  -0.0046  -0.0065  -0.0075
Si  4.6334  4.4214  1.514  -0.0158  -0.0024  -0.0256
Si  1.4747  7.0989  1.4725  -0.0081  -0.0012  -0.0138
Si  7.5825  11.2403  -0.5711  0.0064  0.0131  -0.0087
Si  9.1894  5.0968  -2.5115  0.0046  0.0049  -0.0424
Si  8.3678  5.1017  2.9349  0.0078  -0.0037  -0.0001
Si  5.2297  8.6035  2.8774  -0.0048  -0.0013  -0.0041
Si  10.8421  8.1219  2.908  0.0077  -0.0048  -0.0098
Si  -0.6678  3.438  2.8512  0.0039  -0.0139  -0.0224
Si  3.2742  -0.8078  2.7665  -0.0025  0.0068  0.0058
Si  -1.1645  9.6589  1.5392  -0.0021  0.0137  0.0106
Si  2.4601  9.1494  0.714  -0.0099  -0.0143  -0.0072
Si  5.5256  2.613  2.6775  0.0108  -0.0042  0.0067
Si  8.3762  0.2966  2.753  -0.0172  0.0003  -0.0119
Si  6.7691  5.5902  1.1618  0.0135  0.0123  0.0041
Si  7.322  3.8267  -0.3076  0.0206  -0.0124  -0.0268
Si  1.3456  4.2156  3.9082  0.0017  0.0017  -0.0088
Si  4.0731  1.207  3.8871  -0.0072  0.002  0.0129
Si  1.4494  9.4251  4.1798  0.0101  -0.0003  -0.0011
Si  4.1731  6.8722  4.128  0.0046  0.0038  0.0045
Si  6.8128  3.9224  4.2169  -0.0044  -0.0052  -0.008
Si  9.6222  1.5509  4.2176  0.0073  0.0064  0.0054
Si  6.8988  9.7475  4.0613  0.0102  0.0032  0.0069
Si  9.4497  6.7702  4.1806  -0.0026  0.0017  -0.0071
Si  0.108  0.0516  5.4299  0.0045  -0.0051  0.0053
Si  2.678  2.6763  5.2251  0.0086  0.0018  0.0011
Si  0.033  5.4678  5.473  -0.0055  0.0013  -0.0023
Si  2.744  8.0808  5.5631  -0.0047  -0.0044  0.0001
Si  5.4423  0.0485  5.4537  0.006  0.0063  0
Si  8.1509  2.6667  5.6365  0.0044  0.0036  -0.0038
Si  5.4763  5.4244  5.4392  -0.0014  -0.0076  0.0008
Si  8.1296  8.2385  5.4251  -0.0088  0.0011  -0.0017
Si  1.4203  1.3943  6.786  0.0002  0.0014  -0.0014
Si  4.0378  4.0402  6.6935  -0.0028  0.0028  0.003
Si  1.3627  6.7672  6.8953  0.0065  -0.0008  -0.0041
Si  4.1063  9.5221  6.8014  -0.0031  -0.0016  -0.0031
Si  6.7578  1.3319  6.915  -0.002  -0.0078  -0.0005
Si  9.5567  4.0971  6.8348  -0.0012  -0.002  -0.0042
Si  6.8015  6.828  6.7987  0.0017  -0.0025  -0.0003
Si  9.5589  9.5579  6.753  0.0017  0.0018  0.0002
Si  0.0202  2.7187  8.1602  0.0012  -0.0031  0
Si  2.7447  -0.0016  8.1463  -0.0002  -0.0054  -0.0009
Si  -0.0141  8.1832  8.1617  0.0003  0.0006  -0.0032
Si  2.7228  5.3682  8.1706  0.0018  -0.0044  -0.0046
Si  5.3815  2.7431  8.1602  -0.0022  -0.0004  -0.0019
Si  8.1699  -0.0456  8.1785  -0.0038  0.0029  -0.0022
Si  5.4202  8.149  8.1676  -0.001  -0.0012  -0.0007
Si  8.1807  5.4636  8.1531  -0.0014  -0.0012  0.0004
Si  1.3545  4.055  9.5515  -0.0014  -0.0017  -0.001
Si  4.045  1.3669  9.5258  -0.0023  -0.0014  -0.002
Si  1.3596  9.5321  9.5085  0.0053  -0.0014  0.0016
Si  4.0691  6.7722  9.5221  -0.002  0.0033  0.0015
Si  6.7959  4.084  9.4884  0.0012  -0.0023  0.0001
Si  9.5336  1.3527  9.5034  -0.0007  -0.0028  0.0015
Si  6.7758  9.4976  9.5171  -0.0025  -0.0003  0.0013
Si  9.5247  6.8045  9.5199  -0.0005  -0.0004  -0.0006
Si  0.0316  0.0323  10.8695  0.0052  0.0006  0.0038
Si  2.6837  2.6913  10.9132  0.0027  -0.006  -0.0011
Si  -0.027  5.4123  10.8929  0  -0.0013  -0.0008
Si  2.6687  8.1209  10.8836  -0.0004  0.0058  0.0009
Si  5.4016  -0.001  10.8562  0.0018  -0.0001  -0.0013
Si  8.1263  2.6748  10.8592  -0.0036  -0.0017  0.0023
Si  5.4668  5.4354  10.8653  -0.0047  0.0009  0.0016
Si  8.1232  8.1307  10.8389  -0.0003  -0.001  -0.0067
Si  1.3272  1.3858  12.3379  0.0041  -0.0031  0.0002
Si  4.111  4.043  12.1782  0.0001  -0.0001  0.0037
Si  1.3172  6.7481  12.2896  0.0019  0.0029  -0.0023
Si  4.0129  9.5409  12.1954  -0.0023  -0.0032  -0.0073
Si  6.7595  1.3156  12.2514  -0.002  0.001  0.005
Si  9.4797  4.0271  12.2249  0.0021  0.0034  -0.0009
Si  6.8193  6.7773  12.2471  0.0063  0.0013  0.0015
Si  9.4846  9.5398  12.0811  -0.0105  -0.0021  0.0025
Si  -0.1325  2.6983  13.6966  0.0009  -0.0033  0.0021
Si  2.7232  0.0111  13.6579  -0.0023  0.0097  -0.004
Si  2.4183  7.877  15.943  0.021  0.0024  0.0158
Si  2.7455  5.2914  13.5824  -0.0035  0.0013  -0.0066
Si  5.4543  2.764  13.6153  0.005  -0.0069  0.0053
Si  8.1134  -0.1504  13.5223  -0.0013  -0.0023  0.0074
Si  5.3781  8.165  13.4925  0.0008  0.0001  0.0035
Si  8.1939  5.402  13.6191  0.001  0.0029  0.0063
Si  1.241  4.1327  15.0151  0.0035  -0.0191  0.0211
Si  4.1675  1.3755  14.9849  0.0012  -0.0035  0.0169
Si  -1.3822  6.8136  14.9929  -0.0058  0.0028  0.0054
Si  5.6886  5.8635  16.296  -0.0128  -0.0021  0.0259
Si  7.8417  2.587  16.3198  -0.0082  -0.0093  0.0375
Si  9.2491  1.2962  14.9444  -0.0069  0.0018  0.0009
Si  5.5986  11.3958  16.6518  0.0311  -0.057  0.0271
Si  10.7165  8.1898  13.4772  -0.0004  -0.0064  -0.0024
Si  -0.7136  0.109  16.7225  -0.0074  0.0041  0.0373
Si  -0.9808  2.4799  18.4957  -0.0015  -0.0025  0.0491
Si  0.5812  6.1286  16.0982  -0.0041  -0.0019  0.0234
Si  1.2458  9.4586  14.7925  -0.006  0.006  0.0149
Si  6.9326  -1.7037  14.8962  -0.0298  0.0412  0.0405
Si  6.7496  4.1753  15.0244  -0.0117  0.0014  -0.001
Si  4.0987  6.7596  14.8303  0.0012  0.004  0.0032
Si  7.6606  7.4679  16.3577  -0.007  0.0084  0.005
Si  1.9727  -18.8912  28.1037  0.0022  0.0021  -0.0251
Si  0.6614  -0.7074  25.2756  0.0166  -0.0095  -0.0206
Si  21.7332  -9.4941  23.2726  0.0057  0.0063  0.0006
Si  7.3475  14.9384  22.4531  -0.0041  -0.0056  0.0108
Si  -10.2868  -0.3752  33.2205  -0.0028  0.0146  -0.034
Si  -0.4672  -3.4056  20.3731  0.0001  0.0084  0.0382
Si  -7.9678  13.0662  16.7644  0.0048  -0.0091  0.0273
Si  16.5366  11.3655  31.2693  -0.0293  0.0054  -0.039
Si  -16.2747  -2.4747  26.6394  -0.0091  -0.004  -0.0176
Si  -11.9712  -7.2107  27.8409  0.0109  -0.001  -0.0312
Si  8.6097  1.431  21.1187  -0.0032  0.0025  0.031
Si  15.1131  4.6495  29.2033  -0.0015  -0.0066  -0.0358
Si  9.4889  3.8578  24.6598  0.004  0.0003  -0.0234
Si  -9.8713  27.0209  32.1825  -0.0094  -0.0102  -0.0282
Si  27.1278  5.4408  26.5675  0.0022  0.0067  -0.022
Si  4.1455  -11.1361  22.039  -0.0044  0.0104  0.017
Si  -12.1598  -10.071  31.2884  0.0055  0.0083  -0.0166
Si  33.4158  -5.8461  18.9446  0.0106  -0.0053  0.0486
Si  3.0909  17.8454  22.5073  -0.0061  -0.0009  0.0147
Si  8.3901  8.7542  18.2463  0.0174  0.0096  0.0584
Si  -8.7459  9.0542  20.6546  0.0033  -0.0113  0.0348
Si  -14.9106  20.8381  29.0049  -0.0104  -0.0296  -0.0288
Si  0.9925  -5.2754  24.3124  -0.0011  -0.0017  -0.0025
Si  -0.2927  18.3599  26.3633  -0.0037  -0.0007  -0.0197
Si  3.9049  4.455  18.5949  -0.0074  -0.0059  0.0569
Si  3.2108  -0.5944  17.9162  0.0004  0.013  0.0452
Si  18.5833  39.5815  25.4073  -0.0023  0.0021  -0.0125
Si  24.9591  3.5886  25.3469  -0.001  0.0013  -0.015
Si  8.5884  8.1331  30.8594  -0.005  -0.003  -0.0427
Si  8.0649  -3.8597  22.2316  -0.0001  -0.0093  0.0205
Si  0.4205  -2.562  29.2077  0.0041  0.0039  -0.037
Si  -25.799  9.6405  20.8161  -0.0121  0.0058  0.0453
Si  -10.2483  22.0465  28.1012  0.0144  -0.0006  -0.0212
Si  3.6243  -1.5904  24.4953  -0.0054  0.0005  -0.006
Si  24.7609  2.3015  22.7535  0.0012  0.0007  0.0087
Si  15.3669  4.463  21.6204  -0.0086  -0.0011  0.0552
O  14.4494  6.1275  -3.8364  -0.0021  0.0074  0.0178
O  -12.365  -6.8849  -6.7806  0.0012  -0.0027  0.0153
O  5.7387  3.8611  -10.6312  0.0049  0.0027  -0.0089
O  1.1171  1.1712  0.4552  -0.0054  -0.0072  0.0043
O  -8.2546  -0.841  -11.2375  0.0006  -0.0015  -0.0159
O  -27.6244  4.3609  -2.5111  0.0063  -0.0047  0.0206
O  2.1011  9.6793  -8.2718  -0.0208  0.0118  0.0118
O  10.3088  13.1115  -1.2755  0.019  -0.0045  0.0229
O  4.4585  -0.5364  -9.4717  -0.0006  -0.0003  -0.0026
O  7.3487  8.8199  -3.0095  0.0194  0.0021  0.0072
O  18.5296  5.5136  -11.3055  -0.0013  0.0023  -0.001
O  23.6742  15.2728  -8.2674  -0.0022  0.0025  0.0032
O  -6.2079  21.0959  -1.2168  0.0093  -0.0215  0.0175
O  51.9102  14.9416  -1.5819  -0.0206  0.0043  0.028
O  10.2722  2.9486  1.2772  0.0242  0.003  0.0038
O  4.8327  16.2937  -15.4211  0.0118  0.0071  -0.0341
O  5.2899  -0.8697  21.0707  0.0081  -0.0002  -0.0136
O  2.4154  5.7116  31.5445  -0.0069  -0.0056  0.0188
O  -2.9062  -3.9025  23.8342  -0.0002  0.001  0.0033
O  -12.5336  4.7107  28.9733  -0.0049  0.0055  0.0246
O  -6.2078  4.3944  20.0172  -0.0068  -0.0011  -0.0294
O  -15.3715  10.1145  16.1346  -0.0056  0.0195  -0.033
O  2.4215  0.7471  17.4068  0.004  0.0062  -0.0211
O  8.0338  -6.9183  23.9352  -0.0015  -0.0002  -0.0032
O  0.8088  11.2447  26.4836  -0.0079  -0.0015  0.0233
O  13.9752  -7.18  21.9751  0.0031  0.0024  -0.0093
O  14.6671  13.8778  17.8997  -0.0087  -0.0104  -0.0225
O  12.5772  6.3118  23.0293  0.0043  0.0042  -0.0056
O  2.6558  9.8169  19.3422  0.0082  0.009  -0.038
O  17.5662  23.4424  17.0671  0.0069  -0.0126  -0.0374
O  10.9463  14.4588  19.1225  0.0008  0.0036  -0.0215
O  0.1453  5.6961  17.6106  0.0082  0.014  -0.0445
O  -1.7829  6.8901  26.1861  -0.0009  0.0018  0.003
O  12.4441  18.5527  30.1177  0.0089  -0.0078  0.0193
O  -10.809  18.2822  27.9323  0.0051  0.0046  0.0221
O  -6.4958  -6.2401  25.536  0.0005  0.0008  0.0018
O  -0.1117  -11.1909  31.7256  0.0044  0.0051  0.0398
O  18.1085  -1.5759  19.2585  0.0136  -0.0054  -0.043
O  -0.0538  -10.919  24.0148  0.003  -0.003  0.0106
O  26.6309  28.7256  26.8836  0.0011  0.0075  0.0089
O  14.8489  1.3413  21.8822  0.0001  -0.0048  -0.0038
O  -0.1722  16.1023  31.0911  0.0094  -0.0069  0.0245
O  -17.3996  -1.6144  25.9055  0.0051  -0.0045  0.0178
O  -6.1321  -0.0632  17.9394  0.0162  0.0093  -0.0442
O  -0.2735  -1.901  25.8189  0.0019  0.0074  0.0046
O  -11.8134  8.5512  30.0777  -0.0171  -0.0016  0.0236
O  14.4631  2.466  24.2558  -0.0058  0.0024  -0.0006
O  -2.0303  -7.6896  17.4673  -0.0155  -0.002  -0.0282
O  -3.7185  -13.5017  21.6681  -0.0045  0.0068  -0.014
O  12.3393  12.7138  22.8383  -0.0054  -0.0009  -0.0011
O  -4.058  5.6238  25.9138  -0.0045  -0.0008  0.0047
O  -11.081  -20.4863  17.7245  -0.0038  -0.0113  -0.0195
O  -5.6196  4.6039  27.9589  -0.007  -0.0069  0.0205
O  0.6223  6.2949  33.3563  0.0102  -0.0002  0.0161
O  35.4254  -8.0553  26.698  -0.0035  -0.0013  0.0151
O  22.3412  8.7317  20.554  -0.0102  -0.0052  -0.0066
O  36.3136  7.8912  23.7006  -0.0039  0.0047  -0.0001
O  39.5081  8.2434  25.7553  -0.0031  0.0027  0.0028
O  11.3805  -0.7933  16.1289  0.0115  -0.0105  -0.0233
O  10.4049  -16.7472  23.9887  -0.0032  -0.0005  0.003
O  18.6043  0.0766  21.2572  0.0026  -0.0006  -0.0181
O  -12.7576  1.7185  19.598  0.0071  0.0076  -0.0273
O  18.7777  13.6697  21.6236  0  -0.0004  -0.0085
O  -20.7166  20.5955  28.6699  -0.0032  -0.0039  0.0073
O  -12.6544  -8.6268  28.2355  -0.0028  -0.0128  0.0129
O  11.71  6.6484  25.5399  -0.0021  0.0068  0.0044
O  4.205  -17.8648  33.0581  -0.0005  0.0047  0.0215
O  -8.5086  4.9876  18.8509  -0.0016  -0.0003  -0.0222
O  4.2943  -4.9428  22.2035  0.0028  -0.0034  -0.0058
O  5.9216  20.0894  27.9596  0.0245  0.0286  0.0353
O  8.1868  -11.1055  28.3845  -0.0017  -0.0002  0.0183
O  1.2878  14.6537  32.7766  -0.0238  -0.0043  0.01
O  13.7416  29.4323  21.0603  -0.0062  0.0064  -0.0131
O  -9.2246  1.4013  28.6756  -0.0048  -0.0006  0.0054
O  -11.5949  2.4475  24.3011  -0.0016  -0.0001  -0.0004
O  20.3122  7.8646  19.1519  -0.0138  0.0181  -0.0316
O  3.0884  -1.9645  17.0533  -0.0105  -0.0243  -0.031
O  9.9692  1.2256  21.9479  -0.0017  0.0027  -0.0041
O  4.8577  1.8877  31.4216  0.027  -0.019  0.0022
O  -17.777  -3.0994  31.159  0.0103  0.024  0.0264
O  -10.3447  -7.2405  27.9445  -0.0074  -0.0047  0.0086
O  13.8731  3.611  29.1212  0.0076  0.0075  0.0167
O  -41.8373  14.0515  16.2907  -0.0098  0.0216  -0.0255
O  9.1906  -0.8699  17.5869  0.0025  -0.0073  -0.0222
O  5.9451  11.0877  29.6948  -0.0016  -0.0033  0.0506
O  -2.4452  17.4108  30.733  -0.0027  0.0355  0.0139
O  9.5795  -3.572  21.7424  0.004  0.003  -0.0251
O  -10.5793  6.0766  20.1151  0.0003  -0.0088  -0.0177

Results
free energy: -139737.048 eV
free energy less fixed offsets of O -570.45, Si -639.56 eV per atom: 0.952 eV

The program warned: the cutoff lies below the one the program advises for these potential files; the forces do not sum to zero within the program's tolerance; empty levels may hold ghost states of the PAW files; the exchange-correlation potential is rough where the density is thin.
